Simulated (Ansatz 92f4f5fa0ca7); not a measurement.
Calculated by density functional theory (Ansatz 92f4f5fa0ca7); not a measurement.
Periodic cell of 270 atoms, Si156O102As12, from a study of silicon, its oxide and their interface. The atomic structure is a simulated model.
Doubt: the cutoff is far below the 930 eV that the study's wrapper takes by default for these files, so forces and energies are approximate.
This geometry differs little from another in the collection (a relaxation step or a small displacement).

Settings: functional PBE; potential files Ansatz PAW; basis plane waves; wave-function cutoff 580 eV; density cutoff ratio 5; exchange-correlation grid ratio 1; k mesh 1 x 1 x 1, Gamma-centred; self-consistency stop 5e-08 eV per atom in the density residual; occupations fixed; spin none; net charge 0.

Cell vectors (angstrom)
a, 11.6015, 0, 0
b, 0, 13.3963, 0
c, 0, 0, 31.458

Atoms and the computed forces on them: element, x, y, z (angstrom), force x, y, z (eV/angstrom)
As, -0.0309, -0.0141, 24.4651, 0.0077, 0.0075, 0.0804
As, 3.8082, -0.0016, 24.5944, 0.0239, -0.0279, 0.108
Si, 7.6141, -0.2697, 24.6733, 0.0256, 0.101, 0.0119
Si, 1.9053, 3.3845, 24.7643, -0.0568, -0.0603, 0.0442
As, 5.771, 3.2998, 24.4534, -0.0033, 0.0215, 0.1198
As, 9.6088, 3.2996, 24.4273, 0.0314, -0.0042, 0.0873
Si, 0.0833, 6.7868, 24.7997, 0.0208, -0.0565, 0.0429
Si, 3.9668, 6.6238, 24.7291, -0.0265, 0.0111, 0.0769
As, 7.7215, 6.6471, 24.4237, 0.0011, -0.0079, 0.1311
Si, 1.9329, 9.9427, 24.905, 0.0068, 0.0249, 0.0708
As, 5.7443, 10.024, 24.5539, 0.0065, 0.0114, 0.093
Si, 9.6735, 9.9947, 24.6326, 0.0211, 0.0333, 0.0745
Si, -0.0736, 2.2025, 25.5098, 0.0583, 0.039, -0.1818
Si, 3.8621, 2.2178, 25.5806, 0.011, 0.0519, -0.2641
Si, 7.6831, 2.1234, 25.3999, -0.0232, -0.0947, -0.1004
Si, 1.9707, 5.5881, 25.5983, 0.0384, 0.0226, -0.045
Si, 5.8775, 5.4917, 25.5541, -0.0249, -0.0084, -0.1481
Si, 9.6714, 5.5542, 25.441, 0.029, 0.0401, -0.1379
Si, -0.06, 8.9444, 25.7106, -0.0119, 0.0013, -0.1106
Si, 3.9229, 8.8712, 25.618, -0.0303, -0.0879, -0.1056
Si, 7.7069, 8.8817, 25.4913, -0.007, -0.0075, -0.1818
Si, 1.8844, 12.2811, 25.5561, -0.0646, -0.0141, -0.2385
Si, 5.6658, 12.2025, 25.6613, 0.0802, -0.0172, -0.1716
Si, 9.6739, 12.2301, 25.4873, -0.0789, -0.0167, -0.0305
Si, -0.0132, 2.2158, 27.875, -0.086, -0.0333, 0.036
Si, 3.8504, 2.2393, 27.9187, 0.0238, -0.0797, 0.0918
Si, 7.7139, 2.1567, 27.811, 0.0366, 0.0998, -0.0326
Si, 1.9488, 5.5774, 27.9555, -0.0056, -0.0052, -0.06
Si, 5.8254, 5.5465, 27.9082, 0.0712, -0.0147, 0.0141
Si, 9.6911, 5.5658, 27.8389, -0.0875, -0.039, 0.0004
Si, -0.0458, 8.9351, 28.0313, 0.0296, -0.0076, -0.0273
Si, 3.8771, 8.8783, 27.9585, 0.0378, 0.0773, 0.0067
Si, 7.7403, 8.9135, 27.8638, -0.0861, -0.0056, 0.0491
Si, 1.8933, 12.2547, 27.9015, 0.0676, 0.0485, 0.073
Si, 5.7625, 12.2542, 27.9758, -0.1045, -0.0147, 0.0566
Si, 9.633, 12.2496, 27.8768, 0.0712, 0.0044, -0.0437
Si, 1.9165, 1.1082, 28.682, 0.0233, -0.0669, 0.0202
Si, 5.7813, 1.1064, 28.6942, -0.0207, 0.0183, 0.0257
Si, 9.6528, 1.0928, 28.6656, 0.0168, -0.0089, 0.0658
Si, 0.003, 4.4428, 28.6787, 0.0367, 0.0432, 0.0518
Si, 3.8828, 4.4581, 28.7094, -0.0244, 0.0611, 0.011
Si, 7.7603, 4.4109, 28.6523, 0.0175, -0.0298, 0.0675
Si, 1.9173, 7.8107, 28.713, -0.0156, -0.0397, 0.0496
Si, 5.8243, 7.7821, 28.6988, 0.0118, 0.0198, 0.0212
Si, 9.6344, 7.7777, 28.706, 0.0505, -0.0132, 0.0025
Si, -0.034, 11.1764, 28.7195, -0.0654, 0.0027, 0.0131
Si, 3.8253, 11.1338, 28.705, 0.0213, -0.0228, 0.0592
Si, 7.7115, 11.1367, 28.6903, 0.029, -0.0085, 0.0017
Si, 1.9336, 1.1164, 31.063, -0.0547, 0.0075, -0.126
Si, 5.8008, 1.1164, 31.063, 0.0241, 0.0509, -0.0145
Si, 9.6679, 1.1164, 31.063, -0.0338, -0.0387, -0.1644
Si, 0, 4.4654, 31.063, -0.0549, -0.0312, -0.0374
Si, 3.8672, 4.4654, 31.063, 0.0307, -0.02, 0.1201
Si, 7.7343, 4.4654, 31.063, 0.0946, -0.1336, -0.3005
Si, 1.9336, 7.8145, 31.063, -0.002, -0.0234, 0.1869
Si, 5.8008, 7.8145, 31.063, 0.1006, -0.0685, 0.0563
Si, 9.6679, 7.8145, 31.063, -0.1202, -0.1044, 0.1001
Si, 0, 11.1635, 31.063, -0.0628, 0.0722, 0.1694
Si, 3.8672, 11.1635, 31.063, -0.067, -0.0898, 0.0505
Si, 7.7343, 11.1635, 31.063, 0.0533, -0.0718, -0.0195
Si, 0, 0, 0.3944, 0.0863, 0.0128, 0.0172
Si, 3.8672, 0, 0.3944, -0.0451, 0.0642, 0.1469
Si, 7.7343, 0, 0.3944, -0.0324, 0.0571, -0.0487
Si, 1.9336, 3.3491, 0.3944, 0.1263, -0.0677, 0.0728
Si, 5.8008, 3.3491, 0.3944, -0.0296, -0.0562, 0.0236
Si, 9.6679, 3.3491, 0.3944, -0.0529, 0.08, 0.0064
Si, 0, 6.6981, 0.3944, -0.0243, 0.046, -0.0222
Si, 3.8672, 6.6981, 0.3944, -0.0139, 0.0556, 0.0027
Si, 7.7343, 6.6981, 0.3944, -0.0015, -0.0137, -0.1592
Si, 1.9336, 10.0472, 0.3944, 0.0036, 0.1474, 0.3546
Si, 5.8008, 10.0472, 0.3944, -0.1964, 0.1383, -0.0551
Si, 9.6679, 10.0472, 0.3944, 0.0143, 0.1452, -0.3767
Si, 0.0109, 0.0434, 2.7611, 0.0311, -0.0115, -0.0045
Si, 3.8536, 0.0403, 2.7897, -0.0158, 0.0076, -0.0147
Si, 7.7213, 0.0398, 2.7609, -0.0021, -0.0384, -0.0025
Si, 1.9648, 3.355, 2.7775, 0.0555, -0.0096, -0.0333
Si, 5.8027, 3.3606, 2.7658, -0.0487, -0.0181, -0.0379
Si, 9.6658, 3.3915, 2.7615, 0.0045, -0.0199, -0.0488
Si, -0.0166, 6.7331, 2.7623, -0.0234, 0.0374, 0.0033
Si, 3.8518, 6.729, 2.7648, 0.0058, 0.0605, -0.0199
Si, 7.715, 6.7082, 2.7389, 0.0095, 0.0415, 0.0197
Si, 1.8957, 10.1073, 2.8147, -0.0119, 0.0033, -0.0711
Si, 5.735, 10.1019, 2.7588, -0.0132, 0.0046, -0.0533
Si, 9.6358, 10.1045, 2.7141, -0.0392, 0.0046, 0.0148
Si, 0.0045, 2.2772, 3.5309, -0.0672, 0.0304, -0.0068
Si, 3.9046, 2.245, 3.649, -0.0059, 0.1049, 0.0196
Si, 7.7401, 2.2637, 3.5606, 0.0472, 0.0438, -0.0208
Si, 1.9183, 5.5966, 3.5118, 0.0223, -0.0606, -0.0678
Si, 5.7877, 5.597, 3.5136, -0.0297, -0.0583, -0.0655
Si, 9.6505, 5.6328, 3.5505, 0.0096, -0.0873, -0.0491
Si, -0.08, 8.9829, 3.528, 0.062, 0.0311, -0.0804
Si, 3.8247, 8.9557, 3.6002, -0.0088, 0.007, 0.0775
Si, 7.6893, 8.9756, 3.3936, 0.0194, 0.0528, 0.0037
Si, 1.9263, 12.3636, 3.6507, -0.0445, -0.057, -0.0065
Si, 5.7839, 12.3414, 3.5725, 0.0648, -0.0584, -0.0406
Si, 9.6712, 12.3339, 3.5213, -0.0274, -0.0196, -0.053
Si, -0.0344, 2.3551, 5.8742, 0.0153, -0.0083, 0.0857
Si, 3.9885, 2.3336, 6.0804, 0.037, -0.0468, 0.0275
Si, 7.8217, 2.2943, 5.9215, -0.0148, -0.0141, 0.0943
Si, 1.8986, 5.5692, 5.8416, -0.0351, 0.0157, 0.1768
Si, 5.811, 5.5769, 5.8428, 0.0377, 0.0233, 0.1682
Si, 9.6246, 5.6414, 5.8997, -0.0085, 0.0529, 0.1558
Si, -0.1556, 9.0707, 5.8691, -0.1263, -0.0194, 0.1696
Si, 3.7983, 8.9358, 6.0101, -0.0015, -0.0071, 0.0394
Si, 7.6637, 9.0787, 5.6942, -0.0433, -0.0266, 0.0637
Si, 1.8802, 12.4418, 6.0655, 0.0915, 0.0605, 0.0698
Si, 5.838, 12.3337, 5.9404, -0.0767, 0.0101, 0.0934
Si, 9.6786, 12.371, 5.8565, 0.0198, -0.0053, 0.1175
Si, 1.9271, 1.4288, 6.8455, -0.0412, -0.0387, 0.1106
Si, 6.0026, 1.1276, 6.9209, -0.0404, 0.0338, -0.0094
As, 9.7225, 1.1726, 6.9517, 0.0201, 0.0074, -0.0567
As, -0.0496, 4.5382, 6.9303, -0.02, -0.0025, -0.0686
As, 3.8772, 4.6027, 6.9778, 0.0135, -0.0045, -0.0917
As, 7.7331, 4.5013, 6.9463, 0.001, -0.025, -0.098
Si, 1.7239, 7.839, 6.5572, 0.0976, 0.0086, -0.001
Si, 5.8519, 7.8385, 6.602, -0.0569, 0.0439, -0.0224
Si, 9.4392, 7.9143, 6.6899, 0.1061, 0.0053, -0.0232
As, -0.0635, 11.2604, 6.9863, -0.0123, -0.0239, -0.0758
Si, 3.8499, 11.22, 6.7415, -0.0124, -0.0015, -0.0462
As, 7.7769, 11.2134, 6.8515, -0.0008, -0.0132, -0.0151
O, 8.9528, 7.9416, 8.3146, -0.0167, -0.0021, -0.0145
O, 6.3742, 1.01, 8.5701, 0.0344, -0.0139, 0.0187
O, 1.2326, 7.8052, 8.1417, 0.007, -0.0061, -0.0893
O, 1.7956, 1.927, 8.4531, 0.0275, 0.0445, -0.0408
O, 3.9288, 11.207, 8.4077, 0.0022, -0.0226, 0.0477
O, 6.2131, 7.7461, 8.2373, 0.0094, -0.0026, -0.0219
O, 7.4729, -0.8752, 23.0921, -0.0471, -0.0478, -0.051
O, 1.9092, 9.5349, 23.2803, -0.0011, 0.0257, 0.041
O, 12.014, 7.1966, 23.1934, 0.0067, 0.0436, 0.0061
O, 1.9539, 3.703, 23.1192, -0.0126, -0.0085, -0.029
O, 9.7848, 9.9769, 22.9553, -0.012, -0.0046, -0.0102
O, 4.0968, 6.513, 23.06, 0.0201, 0.0251, -0.0542
Si, 4.334, 1.7445, 14.6376, 0.0098, 0.0056, -0.0078
Si, 3.0011, 5.0983, 19.4733, -0.0073, 0.005, 0.0123
Si, 9.2774, 9.8674, 15.7721, -0.01, -0.0031, -0.0147
Si, 8.8724, 16.0025, 18.5401, 0.0036, -0.0047, -0.0017
Si, 2.0097, -8.1012, 11.2239, 0.0053, 0.0066, 0.0413
Si, 7.2579, 0.5245, 14.7871, 0.0083, -0.0026, -0.0044
Si, 1.9947, 2.4045, 10.0022, 0.0029, -0.0446, -0.117
Si, 15.6118, 20.4355, 12.7382, -0.0004, -0.0042, 0.0181
Si, -9.3531, 13.5173, 15.9865, 0.0062, 0.006, 0.0095
Si, 6.7852, 13.8534, 10.0668, -0.0264, 0.0104, -0.0573
Si, 8.3905, 4.3329, 13.3222, 0.0046, 0.0101, 0.0111
Si, 5.1891, 9.7471, 20.5555, -0.0037, -0.0146, -0.0291
Si, -4.1162, -8.9496, 16.3579, 0.0031, -0.0033, -0.0006
Si, 11.1721, 5.8307, 12.9306, -0.0047, 0.0083, 0.0148
Si, 12.6337, 5.6464, 15.5544, -0.0077, 0.0047, -0.0016
Si, 16.1462, 3.3715, 17.192, -0.0059, -0.0068, 0.0083
Si, 8.085, 7.4435, 17.0754, 0.0092, 0.0003, 0.008
Si, 5.409, 9.1183, 17.3857, 0.0128, -0.0013, 0.0042
Si, -1.7134, 1.2417, 16.2386, 0.002, -0.0042, -0.0004
Si, -1.9986, 7.2262, 19.7944, 0.0137, -0.0046, -0.0247
Si, 2.1174, 9.3436, 13.3904, -0.0108, 0.0042, 0.0068
Si, 1.3112, -9.9624, 21.6493, 0.0256, 0.0192, 0.0544
Si, 2.4115, 12.129, 12.088, 0.0108, 0.0009, 0.0095
Si, -1.326, 9.6751, 21.4216, 0.0144, -0.0032, 0.0399
Si, 1.6236, 8.0869, 9.6786, 0.0103, 0.0193, 0.0058
Si, 7.0431, 6.8674, 11.9317, 0.0012, 0.0198, 0.0283
Si, 6.6057, 10.7183, 10.6211, -0.0066, -0.0062, 0.0277
Si, 10.6767, 12.1735, 19.4402, -0.0019, -0.003, 0.0062
Si, 3.8777, 20.518, 21.5564, -0.0044, -0.0345, 0.0523
Si, -8.0029, 10.513, 9.845, 0.0069, 0.0325, -0.0591
Si, 10.3783, 17.8395, 20.3353, 0.012, 0.0006, -0.0351
Si, -4.0646, 8.077, 9.149, -0.0034, -0.0104, -0.0561
Si, 12.8207, 8.3705, 22.3585, -0.0207, -0.042, 0.0376
Si, 0.6127, 15.895, 15.0122, 0.0043, -0.0011, 0.0025
Si, -0.1902, -1.5313, 16.482, -0.0044, 0.0044, 0.0195
Si, 3.6087, 14.1609, 18.5556, -0.0047, 0.0063, -0.0125
Si, 6.8937, -1.8164, 16.651, 0.0037, 0.005, -0.0031
Si, 7.751, 26.7186, 19.0731, 0.0047, -0.0085, 0.0064
Si, 1.4228, 0.5891, 20.5601, -0.0028, 0.0149, -0.04
Si, 4.239, 1.1333, 11.7662, -0.0009, -0.0112, 0.0146
Si, -0.4605, -4.7207, 11.8321, -0.0089, -0.0007, 0.0367
Si, 0.3275, -12.2692, 12.2227, 0.015, -0.0205, 0.0252
Si, 8.7297, 1.3744, 12.1696, 0.0019, -0.0044, 0.0215
Si, 11.9092, 6.0504, 18.4303, 0.0087, -0.0059, -0.0032
Si, -3.2126, 9.5404, 12.7351, -0.007, -0.0029, 0.0018
Si, 3.3438, 7.6741, 15.5242, 0.0021, -0.0016, -0.0064
Si, 6.5879, 12.1518, 21.7634, 0.1172, 0.0157, 0.0602
Si, -7.7094, -1.04, 20.8868, -0.0085, -0.0035, -0.0522
O, 2.2242, 14.6461, 19.2896, 0.0106, -0.0126, 0.041
O, 4.9381, 8.3514, 21.3608, 0.0094, 0.0177, 0.0067
O, 7.567, 7.0105, 10.3882, 0.0061, -0.0173, 0.008
O, 9.767, 9.5558, 11.8313, 0.0117, -0.0046, -0.0163
O, 13.8629, 17.4047, 10.2442, 0.0048, 0.0098, 0.0018
O, -0.9263, 7.1299, 12.0926, 0.0088, -0.0064, -0.0168
O, 0.1987, 9.1288, 21.3653, 0.0012, 0.0038, 0.0092
O, 7.365, 9.6111, 9.6902, -0.0043, 0.0238, -0.0017
O, 6.8416, -0.8217, 17.9435, -0.0001, -0.0068, 0.0083
O, 2.4039, -0.5149, 21.2926, 0.0249, -0.0124, 0.0308
O, 16.188, 1.9796, 18.0744, 0.0007, 0.0056, 0.0047
O, -1.1461, 13.1264, 16.0831, 0.0049, -0.0045, -0.0048
O, 4.4091, 13.1815, 19.5701, -0.0049, -0.0088, 0.0204
O, 8.4612, 2.9606, 12.4468, -0.0003, 0.0021, -0.0223
O, -2.2334, 3.2118, 19.9796, -0.01, 0.0003, 0.0235
O, 7.6747, 1.5451, 18.8584, -0.0012, -0.0088, 0.0127
O, 7.4247, 5.4095, 12.5541, 0.0048, -0.012, -0.0137
O, 7.7959, 3.9797, 14.8127, -0.0008, 0.0022, 0.0054
O, -3.862, 8.0424, 12.8277, 0.0026, -0.003, -0.0131
O, 1.0534, -0.3544, 12.2475, 0.0005, 0.0032, -0.013
O, 3.7048, 4.4001, 18.1619, 0.0127, -0.0088, -0.0107
O, 3.321, 1.6498, 10.5446, 0.0108, 0.0116, 0.0083
O, 0.6086, 4.9702, 12.0087, 0.0035, -0.005, -0.0296
O, 7.9027, 0.5019, 13.2902, -0.0052, -0.0037, 0.0038
O, 9.5482, 5.8237, 20.6601, -0.0015, -0.0095, 0.0226
O, 7.2578, -0.3836, 20.5737, 0.0101, 0.007, -0.0038
O, -6.5579, 12.6504, 22.0121, -0.0725, 0.0248, 0.0501
O, 7.2978, 10.5863, 12.1032, 0.0011, -0.0036, -0.0237
O, 2.9594, 9.0265, 9.6495, -0.017, -0.0214, 0.0053
O, 0.3811, 6.3539, 14.2454, 0.0043, 0.0014, -0.0022
O, 4.3647, 7.1434, 14.3425, -0.0092, 0.001, 0.0143
O, -4.7262, -0.9899, 15.2483, -0.0004, 0.0025, -0.0037
O, 8.46, -6.1945, 18.6403, -0.007, 0.0027, 0.0059
O, 10.2549, 11.0098, 20.4968, -0.0024, 0.0178, -0.0076
O, 0.5376, -4.2288, 13.0252, 0.0222, 0.0028, -0.0056
O, 8.3075, 14.5845, 15.8486, 0.0061, -0.0015, -0.0022
O, 5.7377, 1.0163, 11.1805, -0.0024, 0.0023, -0.0097
O, 10.791, 10.4905, 15.8545, 0.007, 0.0022, 0.001
O, 10.312, 14.3721, 12.3079, -0.0059, 0.0044, -0.0195
O, 7.8415, 6.028, 16.333, 0.0001, -0.012, -0.0051
O, 3.9224, 2.9364, 15.7093, 0.0033, 0.0016, 0.0016
O, -5.7022, 14.8004, 14.8877, 0.0039, -0.0045, 0.0012
O, 3.2022, 5.6587, 12.3135, -0.0055, -0.0023, -0.0184
O, 1.3334, 1.4852, 16.0863, 0.001, -0.0044, 0.0033
O, 3.3587, 13.8256, 14.8318, -0.0044, -0.0046, 0.0006
O, 8.7503, 9.9967, 14.2444, 0.0076, -0.0015, 0.0035
O, 8.2913, 10.7356, 16.7464, 0.0049, -0.003, 0.0111
O, 5.418, 7.0679, 11.929, -0.0094, -0.0093, -0.0257
O, 6.4655, -2.8215, 21.2264, -0.0065, 0.0011, 0.0137
O, -0.1058, 11.6673, 18.1107, 0.0044, -0.0042, -0.0138
O, -0.9952, 2.3138, 15.2347, -0.0015, 0.0008, -0.0003
O, 2.4762, 6.3343, 15.8873, 0.0114, 0.0041, 0.0012
O, -11.94, 18.0525, 18.9787, 0.0007, -0.0004, 0.0147
O, 5.9581, 4.0946, 16.83, 0.004, 0.0017, -0.0004
O, 9.2411, -5.0819, 16.2958, -0.0007, -0.0003, 0.0036
O, 2.4796, -1.9565, 10.6025, -0.0129, 0.014, 0.0144
O, -7.4162, 15.5535, 13.054, 0.0008, 0.0019, 0.001
O, -4.789, 12.2198, 10.026, 0.0168, -0.0078, -0.0165
O, 5.3996, 9.3363, 18.9953, -0.0005, 0, 0.0014
O, 1.8707, 6.1139, 18.8676, -0.0028, -0.0002, 0.0029
O, 9.29, 12.8275, 18.927, -0.0035, 0.0026, 0.0133
O, 2.4824, 10.9232, 13.1915, 0.0015, -0.0115, -0.0079
O, -2.2693, 8.5102, 20.7577, -0.0178, -0.013, 0.0083
O, 6.6797, 8.2186, 16.9816, -0.0055, 0.0009, -0.0022
O, 11.6895, 6.0034, 16.8254, 0.0026, 0.0017, -0.0029
O, 14.6496, 8.3562, 12.4368, 0.0049, 0.0069, -0.0207
O, 17.1954, 10.5826, 16.6691, 0.0012, -0.0052, 0.0015
O, 2.3929, 8.8775, 14.9313, 0.0039, -0.0087, -0.0042
O, -3.1862, 17.1803, 17.517, -0.004, 0.0079, 0.0012
O, 9.9108, 4.9304, 13.4032, -0.0003, -0.0033, -0.0084
O, 12.7028, 1.8214, 21.5554, -0.0016, -0.0207, 0.0012
O, -0.5201, 7.3076, 19.0707, -0.0014, -0.002, 0.0105
O, 1.902, 6.6256, 10.3114, -0.0021, -0.0116, -0.0217
O, -0.1829, 4.1153, 21.5517, -0.03, -0.0033, 0.0022
O, 0.9171, 15.4139, 13.4772, 0.0036, 0.0092, 0.0005
O, 4.9957, 10.4077, 10.6949, 0.0289, -0.0032, 0.0008
O, 12.2863, 1.9097, 10.8385, -0.0247, 0.0018, 0.0025
O, 3.8749, 10.7404, 20.6248, 0.0036, 0.017, 0.0205
O, 0.3511, 8.8045, 10.42, -0.0033, 0.0016, -0.0104
O, 2.3097, 4.0019, 20.4835, 0.0036, 0.0016, 0.0089
O, 1.1057, 4.0278, 15.2929, 0.0047, -0.007, -0.0016
O, 4.0988, 8.3058, 16.8271, -0.0024, -0.0086, -0.0017
O, 8.2287, 14.3908, 10.6482, 0.0195, -0.0009, -0.0054
O, 3.1255, 13.24, 17.3168, -0.0003, -0.0035, -0.0036
O, 11.6201, -0.1219, 20.1816, 0.005, -0.0002, 0.0284
O, 2.3474, 7.6681, 21.4313, 0.0049, 0.0103, -0.0024
O, 1.2786, -1.1919, 15.8177, 0.0001, 0.0004, 0.0032
O, 4.0588, 5.9865, 20.3749, 0.0086, -0.0071, -0.002
O, 3.7479, -0.3472, 12.2381, -0.0011, -0.0079, -0.0106
O, 10.0764, 1.8081, 17.7611, 0.0042, -0.0036, -0.0004

Results
free energy: -215461.234 eV
free energy less fixed offsets of As -4856.12, O -568.88, Si -635.61 eV per atom: -6.874 eV

The program warned: the cutoff lies below the one the program advises for these potential files; the exchange-correlation potential is rough where the density is thin.
